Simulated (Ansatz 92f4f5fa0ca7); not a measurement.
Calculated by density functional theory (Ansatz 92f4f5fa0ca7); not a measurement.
Periodic cell of 226 atoms, Si132O92P2, from a study of silicon, its oxide and their interface. The atomic structure is a simulated model.
Doubt: the cutoff is far below the 930 eV that the study's wrapper takes by default for these files, so forces and energies are approximate.
This geometry differs little from another in the collection (a relaxation step or a small displacement).

Settings
functional: PBE
potential files: Ansatz PAW
basis: plane waves
wave-function cutoff: 580 eV
density cutoff ratio: 5
exchange-correlation grid ratio: 1
k mesh: 1 x 1 x 1, Gamma-centred
self-consistency stop: 5e-08 eV per atom in the density residual
occupations: fixed
spin: none
net charge: 0

Cell vectors (angstrom)
a 10.938 0 0
b 0 10.938 0
c 0 0 31.9494

Atoms: element, x, y, z (angstrom)
Si 10.6274 0.0051 24.4217
Si 5.0798 0.133 24.6653
Si 2.8241 2.2995 24.5352
Si 8.5713 2.4386 24.5703
Si 10.7108 5.5919 24.335
Si 5.1588 5.6173 24.4522
Si 2.9918 7.9579 24.4123
Si 8.4208 7.8345 24.4214
Si 1.2945 1.1355 25.8417
Si 6.817 1.3322 25.7482
Si 3.9877 4.0156 25.7376
Si 9.6902 4.0286 25.8517
Si 1.3405 6.7961 25.6722
Si 6.8066 6.7245 25.7522
Si 4.0056 9.4734 25.9562
Si 9.4838 9.4453 25.8057
Si 2.6392 -0.1282 27.291
Si 8.142 -0.0635 27.1525
Si 0.0812 2.6629 27.2096
Si 5.4556 2.7282 27.1181
Si 2.6694 5.4208 27.1146
Si 8.1942 5.3732 27.1361
Si 0.012 8.1547 27.1309
Si 5.5155 8.1474 27.1797
Si 4.088 1.3347 28.5009
Si 9.5456 1.3304 28.5056
Si 1.3898 4.0709 28.5691
Si 6.8133 4.0655 28.5306
Si 4.0857 6.7852 28.4886
Si 9.5584 6.7863 28.4839
Si 1.2932 9.4806 28.6241
Si 6.8263 9.5368 28.5688
Si -0.0276 -0.0051 29.916
Si 5.4611 -0.0032 29.8981
Si 2.7647 2.7155 29.9063
Si 8.1996 2.7189 29.8888
Si -0.0046 5.4567 29.8919
Si 5.4621 5.4574 29.8897
Si 2.7501 8.1649 29.9067
Si 8.2262 8.1783 29.8914
Si 1.3673 1.3673 31.2657
Si 6.8362 1.3673 31.2657
Si 4.1018 4.1018 31.2657
Si 9.5708 4.1018 31.2657
Si 1.3673 6.8362 31.2657
Si 6.8362 6.8362 31.2657
Si 4.1018 9.5708 31.2657
Si 9.5708 9.5708 31.2657
Si 2.7345 0 0.6835
Si 8.2035 0 0.6835
Si 0 2.7345 0.6835
Si 5.469 2.7345 0.6835
Si 2.7345 5.469 0.6835
Si 8.2035 5.469 0.6835
Si 0 8.2035 0.6835
Si 5.469 8.2035 0.6835
Si 4.0959 1.3825 2.0809
Si 9.5944 1.3441 2.0452
Si 1.3611 4.1055 2.0485
Si 6.8219 4.1312 2.0479
Si 4.0757 6.8551 2.0412
Si 9.5615 6.8356 2.0446
Si 1.3558 9.6088 2.0497
Si 6.7836 9.6372 2.0342
Si 0.0177 0.02 3.4791
Si 5.4586 0.0411 3.4925
Si 2.6955 2.743 3.4365
Si 8.2335 2.7518 3.3412
Si -0.0073 5.4604 3.4197
Si 5.4416 5.517 3.4159
Si 2.7201 8.2514 3.3949
Si 8.1729 8.2703 3.3093
Si 1.3648 1.4137 4.892
Si 6.9342 1.4538 4.7762
Si 4.0391 4.165 4.7666
Si 9.5653 4.0646 4.7706
Si 1.2799 6.9315 4.7326
Si 6.8027 6.9919 4.6985
Si 4.0359 9.6013 4.8334
Si 9.5538 9.5008 4.7337
Si 2.6715 -0.0201 6.2634
Si 8.3829 0.0818 6.1348
Si 0.0232 2.8322 6.2985
Si 5.495 2.8398 6.0814
Si 2.7297 5.6653 6.1172
Si 8.1746 5.5682 5.9259
P -0.0754 8.2103 6.0424
Si 5.5133 8.3455 6.202
Si 4.3783 1.1885 7.3113
Si 9.9146 1.1872 7.6779
Si 1.1843 4.5619 7.4782
Si 6.5644 4.5806 7.2771
Si 4.2827 6.8215 7.5261
Si 9.7139 6.6452 7.3128
P 1.3277 9.9292 8.1072
Si 6.7333 10.0073 7.4426
O 9.5844 1.2417 23.9826
O 4.1063 6.8064 23.9454
O 4.0154 1.2478 24.0325
O 9.5411 6.7071 23.8968
O -0.0116 5.6571 7.9037
O 5.574 0.172 7.8867
O 0.2694 0.3304 8.3403
O 5.4466 5.6711 7.8836
O 7.5559 4.0674 8.4826
O 8.8214 7.2262 8.5893
O 2.5203 9.9986 9.3349
O 8.8806 1.7457 8.8761
O 7.5804 9.5546 8.7876
O 3.6176 1.9167 8.5702
O 3.4981 7.4902 8.8575
O 2.0566 4.0912 8.8151
O 8.1408 3.493 23.3679
O 0.4527 4.9396 22.9499
O 1.9068 2.7518 23.246
O 5.8293 4.9085 23.118
O 5.5331 10.0069 23.4982
O 2.4522 8.7011 23.0305
O 0.1913 10.0704 23.088
O 7.7919 8.5795 23.0794
Si 8.6792 7.6944 18.4589
Si 8.8343 6.3778 13.6366
Si 3.8289 1.5381 14.7185
Si 2.1628 5.749 17.6362
Si 2.4283 3.1442 19.4958
Si 9.8651 9.0478 12.0731
Si 1.3377 9.4257 22.085
Si 9.2204 0.9776 13.2047
Si 1.4546 5.0722 13.0148
Si 1.8517 8.2829 12.8184
Si 6.6604 9.5601 22.4294
Si 4.554 4.5992 15.7124
Si 8.2016 3.0722 9.5777
Si 0.8617 8.2443 19.2725
Si 6.9654 1.352 21.0918
Si 8.2988 8.3667 9.6435
Si 10.9196 5.2212 15.609
Si 7.6032 9.5125 16.3481
Si 9.9421 2.0656 20.2946
Si 3.3495 8.7049 9.9834
Si 6.7158 3.3464 17.4156
Si 1.1755 0.2121 19.8065
Si 3.2441 2.8186 12.2914
Si 7.2306 5.3908 19.6923
Si 5.9049 8.6411 11.5715
Si 5.8424 6.0618 13.2241
Si 4.66 9.7108 17.6384
Si 1.0275 3.6041 22.1758
Si 4.912 1.4881 18.8053
Si 3.1897 3.1483 9.5161
Si 6.5128 10.8247 13.8058
Si 10.3832 0.1296 15.9856
Si 5.6715 3.6609 11.1615
Si 9.8745 3.912 11.9036
Si 2.3755 9.9324 15.5627
Si 6.0927 8.1189 19.8114
Si 6.9384 3.9729 22.3811
Si 9.7774 2.7927 17.366
O 7.2493 6.3723 13.9989
O 1.9069 7.0583 18.6883
O 10.3072 4.0487 16.5156
O 6.1962 9.9717 17.0787
O 10.191 0.7091 14.4777
O 8.4603 6.1112 18.8662
O 5.2026 0.6793 14.4029
O 5.735 2.0555 17.5246
O 8.3572 1.9492 20.5449
O 2.0069 4.2989 18.4053
O 6.9674 2.8004 10.6344
O 4.8779 2.6938 12.2057
O 6.0545 4.3935 16.3534
O 4.5614 3.9722 9.9654
O 10.6978 2.7762 21.5563
O 9.7689 6.1957 14.9739
O 6.02 6.4831 19.8442
O 4.0966 0.1734 18.2894
O 9.3085 10.5701 12.2758
O 2.884 4.3627 12.7167
O 1.9153 10.7093 21.2171
O 4.0073 2.726 19.3865
O 0.7644 10.0573 15.9815
O 1.2894 9.8031 18.8437
O 1.7264 1.6651 19.276
O 8.9774 10.4016 16.5231
O 4.8947 8.5821 18.7998
O 9.6412 8.7859 10.4741
O 6.7616 4.082 18.8651
O 2.8589 1.7167 13.4002
O 5.8364 8.7701 21.2725
O 2.5386 2.4883 10.8652
O 7.6258 4.8503 21.1814
O 5.3062 7.4745 12.5675
O 0.4841 9.0797 12.4861
O 7.6334 1.073 13.6025
O 7.1511 9.6462 14.7777
O 9.0268 5.0457 12.7086
O 8.119 8.0455 16.9323
O 6.2236 2.5728 21.902
O 2.4876 9.074 14.1334
O 0.4594 4.4991 11.8513
O 0.8303 8.3162 20.943
O 9.3939 3.8572 10.3532
O 9.6964 2.3971 12.53
O 7.6412 8.5562 19.4136
O 2.6754 8.2637 11.4065
O 4.0155 3.0575 15.3605
O 0.8607 4.5196 14.4294
O 10.0682 3.0138 18.9593
O 9.1879 7.8212 12.9386
O 10.5218 0.5441 20.07
O 6.0758 5.0217 11.9663
O 8.1763 2.7494 17.0181
O 3.5585 5.4724 16.7338
O 4.8635 9.1285 10.4066
O 1.5819 6.6941 13.1344
O 4.7969 5.4998 14.3565
O 2.0551 3.8572 20.9232
O 10.5804 1.4299 16.9542
O 0.9777 6.079 16.5612
O 7.3533 10.9511 21.9308
O 5.9446 0.9129 19.9192
O 6.2112 10.0079 12.4192
O 2.8913 0.5505 15.6041
O 7.1852 7.9526 10.7851
O 10.2653 8.0068 18.7028
O 3.4742 9.2013 16.5918

Results
free energy: -137746.628 eV
free energy less fixed offsets of O -568.88, P -755.39, Si -635.61 eV per atom: 1.632 eV

Forces (eV/angstrom), in the order of the atoms: element, x, y, z
Si -0.0019 -0.0037 -0.0078
Si 0.0002 0.0062 -0.0085
Si 0.0094 -0.0008 -0.0058
Si 0.0022 0.0001 -0.0072
Si 0.0008 0.0074 -0.009
Si -0.0044 -0.0035 -0.0072
Si -0.0009 -0.0036 -0.0099
Si 0.0068 0.0006 -0.0038
Si 0.003 0.0061 0.0027
Si 0.0031 0.0013 -0.0031
Si 0.0049 0.0034 -0.0051
Si 0.004 0.001 0.0028
Si 0.0044 0.0025 -0.0034
Si 0.0021 0.0061 -0.0021
Si 0.004 0.0059 0.0055
Si -0.0014 0.0054 -0.0055
Si -0.0009 -0.0064 0.0023
Si 0.0033 -0.0034 -0.0008
Si -0.001 -0.0057 0.008
Si -0.0078 -0.0088 -0.0039
Si -0.0028 0.0005 -0.0012
Si -0.0043 -0.0066 0.0053
Si -0.0016 -0.0043 -0.004
Si 0.0006 -0.0032 0.0093
Si -0.0023 -0.009 0.0099
Si -0.0028 -0.0006 0.0041
Si -0.0118 -0.004 -0.0133
Si 0.0016 -0.003 0.003
Si 0.0008 0.0024 0.0101
Si -0.0097 -0.0079 0.0192
Si 0.0109 0.0044 -0.0288
Si -0.0042 -0.0042 -0.0118
Si -0.0002 0.0234 -0.0022
Si 0.0074 -0.007 0.0029
Si -0.0159 -0.0048 -0.0008
Si 0.0107 -0.0021 0.0019
Si 0.0136 0.0055 -0.0001
Si -0.0026 0.0124 -0.0015
Si 0.0204 -0.007 -0.0001
Si 0.0031 0.001 0.0002
Si 0.0654 0.0193 -0.0798
Si 0.0565 -0.0149 -0.029
Si 0.1024 -0.0706 0.0733
Si -0.1085 -0.1253 -0.0773
Si 0.0079 -0.1851 0.025
Si 0.0464 -0.0558 -0.116
Si -0.0482 -0.0952 -0.0498
Si -0.1836 -0.1696 0.1367
Si 0.0483 0.1133 0.053
Si -0.0877 0.0665 -0.0966
Si 0.038 -0.0379 -0.0549
Si -0.0518 0.086 0.138
Si -0.1073 -0.0562 -0.0436
Si -0.0889 0.0198 -0.1058
Si 0.0264 0.1003 0.0885
Si -0.1109 0.1563 -0.0398
Si 0.0088 0.0075 -0.0126
Si -0.0173 0.0118 0.0033
Si -0.0174 -0.0156 -0.0121
Si -0.0058 0.0074 -0.002
Si 0.0132 -0.0049 0.0111
Si 0.0179 0.0084 -0.0291
Si 0.0004 0.0064 -0.0056
Si -0.0234 -0.0123 -0.0059
Si -0.0042 -0.0414 -0.0137
Si 0.0072 0.0511 0.0189
Si 0.0588 0.0108 -0.0027
Si -0.0189 0.0059 0.0256
Si -0.0375 -0.0018 -0.0228
Si 0.0236 -0.0148 -0.0084
Si -0.043 0.0011 0.0455
Si -0.0357 -0.0784 0.0173
Si -0.0355 -0.0251 0.0474
Si 0.0182 -0.035 -0.0216
Si -0.0358 0.0404 -0.02
Si 0.01 -0.0035 -0.0066
Si 0.138 -0.043 -0.0902
Si -0.0187 0.0211 -0.0026
Si -0.0055 -0.0572 0.0243
Si -0.0539 0.2107 -0.0679
Si -0.0431 -0.0579 -0.0129
Si 0.033 -0.0082 0.0512
Si -0.0055 -0.014 0.0424
Si -0.0259 -0.0278 -0.0632
Si 0.0234 0.0131 0.0104
Si 0.0077 0.0135 -0.0073
P 0.065 -0.0571 0.2789
Si 0.0254 0.0527 0.0541
Si 0.0242 -0.0167 0.2066
Si -0.2476 0.2035 -0.2314
Si 0.0865 0.0011 -0.0355
Si -0.0039 0.0369 0.1282
Si -0.0129 0.0367 -0.0793
Si 0.0211 -0.0768 0.1812
P 0.0343 0.4417 0.0187
Si 0.0062 -0.014 -0.1696
O 0.0035 0.002 0.0058
O 0.0031 0.0022 0.0058
O 0.0003 -0.0006 0.0053
O 0.0009 -0.0008 0.004
O -0.1067 0.0973 -0.0624
O -0.0824 0.0507 0.0185
O 0.3114 -0.4033 0.0872
O 0.0479 -0.0282 0.0207
O -0.0194 -0.0251 -0.0289
O 0.0413 0.0143 -0.0664
O -0.214 -0.1165 -0.1555
O -0.0115 0.041 0.046
O 0.0557 -0.0462 0.0617
O 0.0178 -0.0224 -0.0559
O 0.0408 -0.046 0.0079
O -0.0062 -0.0044 0.0028
O 0.0047 -0.0009 0.0077
O -0.0018 0.0006 0.0092
O 0.0041 -0.0081 0.0135
O -0.0008 0.0036 0.0076
O -0.0108 0.0028 0.0214
O 0.0038 0.0001 0.008
O 0.0015 0.002 0.01
O 0.0013 -0.0033 0.0048
Si 0.0026 -0.0012 -0.0081
Si -0.002 -0.0065 -0.0105
Si -0.0079 0.0048 -0.0213
Si 0.0017 0.001 -0.0099
Si 0.0065 0.0005 -0.011
Si -0.0159 0.008 0.0467
Si 0.0017 -0.003 -0.0133
Si 0.0039 0.0181 -0.0232
Si 0.0031 -0.0036 -0.0188
Si 0.0157 -0.0002 -0.0164
Si 0.0025 -0.0048 -0.0147
Si 0.0039 0.0003 -0.0146
Si 0.0064 -0.0385 -0.0106
Si 0.0019 -0.0041 -0.0084
Si -0.0004 0.0006 -0.0105
Si -0.0373 0.0341 0.0046
Si 0.0007 0.0013 -0.0174
Si 0.005 -0.0001 -0.0097
Si 0.0017 0.0003 -0.0127
Si 0.0597 0.0242 0.1011
Si 0.0017 0.0015 -0.0105
Si 0.0032 -0.0024 -0.0081
Si 0.0032 -0.0022 -0.0289
Si 0.0028 0.0011 -0.0101
Si -0.0253 -0.0093 -0.0249
Si 0.0061 -0.0019 -0.023
Si 0.0003 0.0003 -0.0084
Si 0.0005 -0.0001 -0.0146
Si 0.0004 0.0009 -0.0071
Si -0.0092 0.0044 -0.027
Si 0.0116 0.0134 -0.0063
Si 0.0053 0.0033 -0.0097
Si 0.0072 -0.0059 -0.0209
Si -0.0014 -0.0082 -0.0104
Si 0.0059 0.0071 -0.0103
Si 0.0025 -0.001 -0.0089
Si 0.0015 -0.0008 -0.0099
Si 0.0028 0.0029 -0.0102
O 0.0048 0.0023 0.0103
O 0.0016 0.003 0.0057
O -0.001 -0.0012 0.0077
O 0.0026 0.0033 0.0041
O 0.0035 -0.0021 0.0106
O 0.0016 0 0.0046
O 0.0099 -0.0021 0.0046
O 0.0025 -0.0006 0.006
O 0.0018 -0.002 0.0053
O 0.004 -0.0042 0.0063
O 0.0038 0.0354 -0.0144
O 0.012 0.0032 0.0168
O 0.0051 -0.0004 0.0085
O 0.0036 0.0097 0.006
O 0.0033 0.0012 0.0078
O 0.0083 0.0021 0.0115
O 0.0021 0.0006 0.0037
O 0.005 0.0022 0.0034
O 0.0036 -0.0186 0.0064
O 0.0001 0.0089 0.0165
O 0.0021 0.0001 0.0076
O 0.0025 -0.0001 0.0037
O -0.0009 0.0007 0.0069
O 0.0033 0.0028 0.0049
O 0.0017 -0.0019 0.0044
O 0.0029 0.0007 0.0031
O 0.0071 -0.0028 0.0059
O 0.0192 -0.0083 -0.0405
O 0.0042 0.0024 0.0076
O 0.0076 -0.0021 0.015
O 0.0038 0.0042 0.0088
O -0.0064 0.0011 0.0111
O 0.0024 -0.002 0.0092
O 0.0118 0.0008 0.0135
O -0.007 0.0018 -0.0103
O -0.0015 -0.0035 0.0106
O 0.004 0.0036 0.0012
O 0.0046 0.0074 0.0077
O 0.0039 0 0.0102
O 0.003 0.0011 0.0036
O 0.0064 -0.0011 0.0105
O 0.0068 0.0081 0.0138
O 0.0036 0.0039 0.0082
O -0.0178 0.0029 -0.0135
O 0.008 0.0044 0.0139
O 0.0012 0.0006 0.0051
O 0.0118 0.0147 -0.0338
O 0.0054 0.0028 0.0075
O 0.0024 0.0028 0.0149
O 0.0035 -0.0022 0.0073
O 0.0118 0.0113 -0.0009
O 0.0022 0.0008 0.0036
O -0.0002 0.0096 0.0109
O 0.0039 0.0003 0.0057
O 0.0016 0.0015 0.0058
O -0.0118 -0.007 -0.0009
O 0.0068 0.0033 0.0105
O -0.0036 0.0003 0.0124
O 0.0008 0.0004 0.0088
O 0.0051 0.0041 0.0044
O 0.0071 0.0015 0.0099
O 0.0023 -0.0018 0.0073
O 0.0069 -0.0005 0.0071
O 0.0128 0.0024 0.0142
O 0.005 0.0049 0.0056
O 0.0232 0.0062 -0.0126
O 0.0065 0.0005 0.0049
O 0.0102 -0.001 0.0071

The program warned: the cutoff lies below the one the program advises for these potential files; the forces do not sum to zero within the program's tolerance; the exchange-correlation potential is rough where the density is thin.
